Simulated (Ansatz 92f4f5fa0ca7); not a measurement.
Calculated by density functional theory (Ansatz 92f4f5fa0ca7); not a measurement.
Periodic cell of 225 atoms, Si132O91As2, from a study of silicon, its oxide and their interface. The atomic structure is a simulated model.
Doubt: the cutoff is far below the 930 eV that the study's wrapper takes by default for these files, so forces and energies are approximate.

Settings
functional: PBE
potential files: Ansatz PAW
basis: plane waves
wave-function cutoff: 580 eV
density cutoff ratio: 5
exchange-correlation grid ratio: 1
k mesh: 1 x 1 x 1, Gamma-centred
self-consistency stop: 5e-08 eV per atom in the density residual
occupations: fixed
spin: none
net charge: 0

Cell vectors (angstrom)
a	10.938	0	0
b	0	10.938	0
c	0	0	31.9494

Atoms: element, x, y, z (angstrom)
Si	10.626	0.0025	24.4279
Si	5.0803	0.1271	24.6699
Si	2.8283	2.2942	24.5419
Si	8.5695	2.4368	24.5751
Si	10.7135	5.5928	24.3425
Si	5.161	5.6153	24.4592
Si	2.9897	7.9543	24.4173
Si	8.4229	7.8359	24.4261
Si	1.2951	1.1312	25.8446
Si	6.8158	1.3286	25.7535
Si	3.9908	4.0111	25.7425
Si	9.6893	4.0265	25.8555
Si	1.3412	6.794	25.6824
Si	6.8086	6.7235	25.7546
Si	4.0022	9.472	25.9615
Si	9.4857	9.4432	25.8127
Si	2.6389	-0.1302	27.302
Si	8.1482	-0.0627	27.1555
Si	0.0852	2.6629	27.213
Si	5.4599	2.729	27.1219
Si	2.6749	5.4205	27.1187
Si	8.1991	5.3755	27.1415
Si	0.0202	8.1591	27.1386
Si	5.5176	8.147	27.1833
Si	4.0951	1.341	28.4996
Si	9.5461	1.3279	28.5031
Si	1.3994	4.0716	28.5769
Si	6.8165	4.0666	28.5349
Si	4.0874	6.7786	28.485
Si	9.5656	6.7885	28.4797
Si	1.2886	9.4762	28.6478
Si	6.8305	9.5372	28.5758
Si	-0.0317	-0.0056	29.918
Si	5.4616	-0.0045	29.8978
Si	2.7676	2.7181	29.9082
Si	8.1987	2.7172	29.8883
Si	-0.0062	5.4547	29.8914
Si	5.462	5.4561	29.8906
Si	2.7514	8.1616	29.9072
Si	8.2272	8.1785	29.8926
Si	1.3673	1.3673	31.2657
Si	6.8362	1.3673	31.2657
Si	4.1018	4.1018	31.2657
Si	9.5708	4.1018	31.2657
Si	1.3673	6.8362	31.2657
Si	6.8362	6.8362	31.2657
Si	4.1018	9.5708	31.2657
Si	9.5708	9.5708	31.2657
Si	2.7345	0	0.6835
Si	8.2035	0	0.6835
Si	0	2.7345	0.6835
Si	5.469	2.7345	0.6835
Si	2.7345	5.469	0.6835
Si	8.2035	5.469	0.6835
Si	0	8.2035	0.6835
Si	5.469	8.2035	0.6835
Si	4.0938	1.3807	2.0675
Si	9.5831	1.3566	2.0304
Si	1.359	4.1309	2.0557
Si	6.8188	4.1402	2.041
Si	4.0949	6.8378	2.0375
Si	9.5677	6.8406	2.061
Si	1.3701	9.5965	2.0488
Si	6.8264	9.6164	2.0469
Si	0.0202	0.0309	3.4297
Si	5.4717	0.0343	3.4593
Si	2.7127	2.7728	3.4137
Si	8.2373	2.7783	3.3065
Si	0.0168	5.506	3.4624
Si	5.4589	5.5189	3.4329
Si	2.7418	8.2322	3.3718
Si	8.225	8.2839	3.3733
Si	1.3392	1.4374	4.8149
Si	6.9038	1.4771	4.7213
Si	4.066	4.1481	4.7857
Si	9.5625	4.0802	4.7525
Si	1.3675	6.9567	4.7903
Si	6.8251	6.9798	4.73
Si	4.0781	9.5655	4.7863
Si	9.622	9.5822	4.7981
Si	2.7223	0.0324	6.1137
Si	8.2992	0.1147	6.0593
Si	-0.0318	2.7882	6.2221
Si	5.5421	2.8225	6.1097
Si	2.7209	5.6002	6.1257
Si	8.2521	5.5974	5.9537
Si	0.0688	8.3078	6.254
Si	5.4862	8.308	6.2226
Si	4.3969	1.1731	7.3307
As	9.8312	1.1083	7.6975
Si	1.1451	4.4691	7.4484
Si	6.6494	4.5665	7.2834
Si	4.2674	6.7319	7.5356
Si	9.7579	6.6459	7.4437
As	1.1886	10.002	7.7734
Si	6.7244	9.9645	7.4147
O	9.5877	1.2432	23.9881
O	4.1096	6.8073	23.9551
O	4.0167	1.2411	24.0334
O	9.5443	6.7083	23.9045
O	-0.0257	5.5498	7.958
O	5.5288	0.0842	7.8565
O	5.4357	5.588	7.7212
O	7.4955	4.3214	8.6548
O	8.8013	7.1253	8.7194
O	2.5128	9.5193	9.0406
O	8.3732	1.7924	8.7243
O	7.5987	9.4909	8.7332
O	3.6329	1.821	8.6232
O	3.6621	7.1424	9.0242
O	2.0091	3.9443	8.7658
O	8.1383	3.4919	23.3736
O	0.4563	4.9406	22.9587
O	1.9101	2.7531	23.2559
O	5.8297	4.9119	23.1216
O	5.5365	9.9952	23.5091
O	2.4464	8.6914	23.0341
O	0.1896	10.0698	23.0933
O	7.7971	8.5768	23.0804
Si	8.6672	7.6917	18.4568
Si	8.8129	6.345	13.6165
Si	3.8083	1.5468	14.7372
Si	2.1388	5.7426	17.6431
Si	2.4202	3.1417	19.5032
Si	9.8629	9.0365	12.0846
Si	1.3333	9.4207	22.0899
Si	9.2189	0.9649	13.2344
Si	1.4028	5.0639	13.0195
Si	1.8405	8.2545	12.8175
Si	6.6603	9.5548	22.4346
Si	4.5359	4.6052	15.7343
Si	8.0656	3.1269	9.5905
Si	0.8464	8.2443	19.2766
Si	6.9587	1.3519	21.1011
Si	8.2836	8.3501	9.6767
Si	10.8998	5.193	15.6097
Si	7.5898	9.5036	16.3431
Si	9.9391	2.0613	20.3118
Si	3.361	8.4893	9.9565
Si	6.7071	3.3415	17.4218
Si	1.1708	0.2086	19.8171
Si	3.1909	2.8147	12.3118
Si	7.2267	5.3871	19.6963
Si	5.8681	8.6775	11.5994
Si	5.7986	6.1077	13.2579
Si	4.6542	9.7047	17.6426
Si	1.0294	3.6036	22.1857
Si	4.9043	1.484	18.8107
Si	3.1514	3.0734	9.5245
Si	6.4946	10.8459	13.8169
Si	10.3829	0.1104	16.0017
Si	5.5802	3.7239	11.1934
Si	9.842	3.8742	11.8894
Si	2.3734	9.918	15.561
Si	6.0865	8.1149	19.8159
Si	6.9369	3.973	22.3859
Si	9.7674	2.7738	17.3818
O	7.2335	6.3609	14.001
O	1.8832	7.0546	18.6892
O	10.3005	4.0277	16.5332
O	6.1912	9.9672	17.0869
O	10.2011	0.6974	14.4981
O	8.4544	6.1086	18.8683
O	5.1932	0.7093	14.4211
O	5.7252	2.0513	17.5293
O	8.3545	1.9477	20.5645
O	1.9848	4.2942	18.4167
O	6.8948	2.8956	10.7143
O	4.8238	2.733	12.2419
O	6.0415	4.3912	16.3641
O	4.4769	3.9667	9.9715
O	10.6983	2.7762	21.5691
O	9.7415	6.1449	14.957
O	6.016	6.479	19.8505
O	4.0915	0.1664	18.2982
O	9.2918	10.5498	12.315
O	2.8323	4.3638	12.7118
O	1.9171	10.702	21.2233
O	3.9988	2.7237	19.3881
O	0.7644	10.0387	15.9939
O	1.2799	9.802	18.8513
O	1.7193	1.6618	19.2876
O	8.9705	10.3815	16.5204
O	4.887	8.5771	18.8063
O	9.6315	8.8049	10.4798
O	6.7571	4.0767	18.8721
O	2.8206	1.7198	13.4316
O	5.8348	8.7659	21.2783
O	2.4997	2.4406	10.8863
O	7.6254	4.8481	21.1855
O	5.293	7.5496	12.6519
O	0.4881	9.0795	12.4746
O	7.6356	1.0773	13.6388
O	7.1232	9.6474	14.7764
O	8.9716	5.0213	12.6631
O	8.1023	8.0348	16.9301
O	6.2175	2.5738	21.9108
O	2.4803	9.0595	14.1298
O	0.4127	4.5029	11.8464
O	0.8186	8.3142	20.948
O	9.3904	3.7153	10.3385
O	9.7035	2.3801	12.5682
O	7.6329	8.554	19.4139
O	2.6522	8.1651	11.4045
O	3.9886	3.0666	15.3829
O	0.8305	4.48	14.4308
O	10.0598	3.0042	18.9735
O	9.199	7.7913	12.9359
O	10.5185	0.5393	20.0916
O	5.9493	5.1076	11.9646
O	8.1665	2.7376	17.0297
O	3.5458	5.4734	16.7632
O	4.812	9.088	10.4237
O	1.5222	6.6825	13.1783
O	4.7652	5.5264	14.3918
O	2.0564	3.8549	20.9331
O	10.5682	1.4059	16.9811
O	0.9593	6.0598	16.5565
O	7.3453	10.95	21.9391
O	5.9401	0.9157	19.9259
O	6.1726	10.0673	12.4136
O	2.8863	0.5381	15.6175
O	7.1684	8.0018	10.8328
O	10.2514	8.0114	18.7032
O	3.4743	9.1907	16.5927

Results
free energy: -145378.483 eV
free energy less fixed offsets of As -4856.12, O -568.88, Si -635.61 eV per atom: 2.357 eV

Forces (eV/angstrom), in the order of the atoms: element, x, y, z
Si	0.0126	0.0214	-0.0545
Si	-0.0117	0.0042	-0.0174
Si	-0.0066	-0.0105	-0.0495
Si	0.0077	-0.0012	-0.0298
Si	-0.0307	-0.0212	-0.017
Si	-0.0184	0.0129	-0.0542
Si	0.0061	0.0055	-0.0079
Si	-0.0005	-0.0348	-0.0423
Si	0.0159	-0.0027	0.0503
Si	0.0288	0.0012	-0.0235
Si	0.0034	0.0224	-0.0085
Si	0.0271	0.0097	0.012
Si	0.0292	0.0165	-0.0271
Si	0.0096	0.0145	0.03
Si	0.0043	-0.0048	0.0246
Si	0.016	0.0148	-0.0056
Si	-0.039	-0.0249	0.0181
Si	-0.0803	-0.0386	0.0026
Si	0.0173	0.0175	0.0086
Si	0.0238	0.0076	-0.0202
Si	-0.0391	-0.0494	-0.0281
Si	-0.0278	-0.0237	-0.0283
Si	-0.0225	-0.0212	-0.0214
Si	0.0055	0.0113	-0.002
Si	-0.0726	-0.0737	0.0507
Si	0.0318	0.0457	0.0365
Si	-0.1098	-0.0017	-0.0821
Si	-0.0076	0.011	-0.0211
Si	0.0252	0.0803	0.0611
Si	-0.0477	0.0103	0.0877
Si	0.105	0.1081	-0.2101
Si	-0.0147	0.0031	-0.0819
Si	-0.0217	0.0786	0.043
Si	0.0103	0.0319	0.0107
Si	0.0237	-0.0778	0.0135
Si	0.0453	-0.0121	0.021
Si	0.0582	0.028	0.004
Si	0.0113	0.0149	0.0081
Si	0.0863	-0.086	0.0436
Si	0.037	-0.0499	-0.0048
Si	0.0676	0.0147	-0.0833
Si	0.02	-0.0533	-0.0138
Si	0.0996	-0.0762	0.0939
Si	-0.0863	-0.1238	-0.0727
Si	-0.0129	-0.1983	0.0379
Si	0.0549	-0.0277	-0.1359
Si	-0.0308	-0.0499	-0.0268
Si	-0.1726	-0.1504	0.1659
Si	0.0203	0.0903	-0.0135
Si	-0.073	0.0339	-0.1757
Si	0.0955	0.0981	-0.0157
Si	-0.0533	0.133	0.0891
Si	-0.0594	-0.0557	-0.0871
Si	-0.0696	0.1294	-0.0517
Si	0.033	0.096	0.0901
Si	0.0929	0.095	0.0498
Si	0.0102	-0.0558	0.003
Si	0.0573	-0.027	-0.0797
Si	-0.1306	0.0347	-0.004
Si	-0.0771	0.0263	-0.0669
Si	0.0041	0.0414	-0.0316
Si	0.0834	-0.013	-0.0213
Si	-0.0752	-0.0102	-0.1043
Si	-0.1162	0.0765	-0.0066
Si	-0.0133	-0.0074	0.0454
Si	0.0169	0.0149	-0.0505
Si	0.1162	-0.0071	0.0715
Si	-0.084	-0.0189	0.213
Si	-0.0438	-0.0161	-0.1193
Si	0.0626	-0.0526	-0.02
Si	0.0547	-0.0131	0.0743
Si	-0.0285	-0.1549	0.1026
Si	0.0693	-0.0671	0.0092
Si	0.0084	-0.0562	-0.0706
Si	0.0684	0.0061	0.0822
Si	0.0995	0.1167	-0.1725
Si	-0.0498	-0.0625	-0.1003
Si	-0.0207	0.056	0.04
Si	0.0438	0.1223	-0.0443
Si	-0.0335	0.1678	-0.0127
Si	0.0787	-0.168	-0.0606
Si	-0.07	0.167	-0.0437
Si	-0.1876	0.1291	0.0768
Si	-0.0372	0.0191	-0.0699
Si	0.0224	-0.0562	-0.0372
Si	-0.0326	0.0072	-0.0311
Si	0.1687	-0.2967	0.1746
Si	0.0397	-0.0203	-0.0488
Si	-0.0526	-0.0749	0.0147
As	-0.7351	0.2984	0.2201
Si	0.0264	0.0539	0.216
Si	-0.1306	0.1153	-0.1366
Si	0.0175	-0.0537	-0.06
Si	-0.0208	0.0009	0.1483
As	0.6171	-0.0539	0.314
Si	0.0656	0.0079	-0.0132
O	-0.0143	-0.0114	0.0238
O	0.0053	-0.024	0.0117
O	0.0021	0.0115	0.0239
O	0.0059	0.0056	0.0122
O	-0.0224	-0.0337	-0.003
O	0.0231	0.056	0.118
O	0.0753	0.0153	0.1594
O	0.0421	-0.1395	0.0072
O	0.0087	-0.0101	-0.0425
O	-0.2306	0.046	-0.2319
O	0.2397	-0.0692	-0.1914
O	0.0256	0.0185	-0.0199
O	-0.0262	-0.0295	0.0024
O	-0.0546	0.1309	0.032
O	-0.0827	0.0302	-0.0773
O	0.0151	-0.0072	0.0331
O	-0.0027	0.0163	0.03
O	0.0171	-0.0208	0.0483
O	-0.0088	0.0089	0.0361
O	-0.0402	0.0177	0.0654
O	0.0074	-0.0038	0.0279
O	-0.0058	-0.0016	0.0399
O	0.0139	-0.0056	0.0409
Si	0.0039	-0.001	-0.0242
Si	0.016	0.0085	0.0033
Si	-0.0038	-0.0024	0.0196
Si	0.0068	0.0066	-0.0199
Si	0.0063	0.0005	-0.0433
Si	-0.0143	0.0086	0.0495
Si	-0.0026	-0.008	-0.0597
Si	-0.0085	0.0032	0.0149
Si	0.0128	-0.0049	0.0181
Si	-0.0291	0.0353	0.0236
Si	0.0005	-0.0043	-0.0697
Si	-0.0055	-0.0086	0.0088
Si	0.1248	0.1067	0.1743
Si	-0.0003	-0.0146	-0.0348
Si	-0.0084	0.0063	-0.0443
Si	-0.0648	-0.0816	0.0482
Si	0.0077	-0.0074	0.0028
Si	0.0058	0.0025	0.001
Si	-0.0024	-0.0026	-0.0434
Si	-0.016	-0.2096	0.0854
Si	-0.0022	-0.0008	-0.0195
Si	0.0014	-0.003	-0.0314
Si	0.0208	0.011	-0.0014
Si	0.0009	0.0025	-0.0413
Si	0.0369	0.011	0.0225
Si	-0.0049	-0.0002	0.0188
Si	-0.0031	-0.0003	-0.0162
Si	-0.0039	-0.0054	-0.0602
Si	-0.0028	-0.0012	-0.0264
Si	0.1099	0.0951	0.0951
Si	0.0185	0.0117	0.0193
Si	0.0017	0.0003	-0.0078
Si	-0.0838	0.0122	-0.0497
Si	-0.0024	-0.0035	0.0327
Si	0.0011	0.0125	0.0047
Si	0.0004	-0.0053	-0.0444
Si	0.0006	-0.0109	-0.0501
Si	-0.0019	0.0015	-0.0227
O	-0.0017	-0.0065	-0.0081
O	-0.0019	0.0065	0.0136
O	-0.0009	-0.0027	0.0052
O	-0.005	0.0021	0.0008
O	-0.0052	0.0013	-0.0094
O	-0.0052	-0.0052	0.0119
O	0.0102	-0.0077	-0.0091
O	-0.0024	-0.0038	0.0109
O	-0.0009	-0.0023	0.0163
O	0.001	-0.0178	0.0159
O	0.0356	-0.0615	-0.0754
O	0.0087	-0.0024	0.0162
O	0.0028	-0.0021	0.0031
O	0.0215	-0.0192	-0.0183
O	0.0072	0.0087	0.0293
O	-0.0082	0.0029	0.0013
O	-0.0006	-0.001	0.0141
O	0.0011	0.0045	0.0075
O	0.0052	-0.0219	-0.0166
O	0.0066	-0.0012	-0.0043
O	-0.001	-0.0069	0.0284
O	-0.0015	0.0007	0.0114
O	-0.0034	-0.0036	0.0034
O	-0.0005	0.0059	0.0114
O	-0.0024	-0.0043	0.0107
O	-0.0022	0.0002	0.0016
O	0.0084	-0.0072	0.0203
O	0.0382	0.0348	-0.0356
O	0.003	0.0069	0.0187
O	-0.0041	0.0038	-0.0144
O	0.0066	0.0111	0.0387
O	-0.0399	-0.0176	-0.006
O	-0.0017	-0.0103	0.0344
O	-0.0171	0.0087	-0.0242
O	0.005	-0.0137	-0.0071
O	-0.0182	0.0045	0.0012
O	-0.0011	0.0023	-0.0162
O	-0.0111	0.0058	-0.0175
O	0.0041	-0.0053	0.0079
O	0.0031	0.0043	0.0175
O	0.0056	-0.0055	-0.0033
O	-0.0054	-0.0038	-0.0175
O	0.0041	0.0112	0.0315
O	0.0232	-0.0493	-0.0589
O	0.0106	0.0286	-0.0018
O	-0.0101	0.0013	0.0158
O	0.0508	0.0168	-0.0379
O	-0.0007	0.0005	-0.0058
O	-0.0026	0.0059	-0.0059
O	0.0021	-0.0069	0.0228
O	0.0012	-0.0041	-0.0206
O	-0.0019	0.0016	0.0114
O	0.0258	-0.0076	-0.0167
O	0.0035	-0.0007	0.0104
O	-0.0054	0.0045	0.0024
O	-0.0412	0.0001	-0.0756
O	0.0106	-0.009	-0.0034
O	-0.0023	0.0081	-0.0113
O	-0.0066	0.0042	0.0318
O	0.0014	0.0025	0.0056
O	-0.0026	-0.0002	0.0011
O	0.004	-0.0131	0.0247
O	0.0111	-0.0023	0.023
O	-0.0102	-0.0187	-0.0148
O	0.0021	0.0012	-0.0059
O	-0.0304	0.0122	0.0013
O	0.0072	0.0018	0.0101
O	0.0048	-0.0042	0.0056

The program warned: the cutoff lies below the one the program advises for these potential files; the forces do not sum to zero within the program's tolerance; the exchange-correlation potential is rough where the density is thin.
